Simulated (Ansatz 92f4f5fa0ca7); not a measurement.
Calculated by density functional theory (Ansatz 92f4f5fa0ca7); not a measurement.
Periodic cell of 227 atoms, Si133O92B1H1, from a study of silicon, its oxide and their interface. The atomic structure is a simulated model.
Doubt: the cutoff is far below the 930 eV that the study's wrapper takes by default for these files, so forces and energies are approximate.
This geometry differs little from another in the collection (a relaxation step or a small displacement).

Settings: functional PBE; potential files Ansatz PAW; basis plane waves; wave-function cutoff 580 eV; density cutoff ratio 5; exchange-correlation grid ratio 1; k mesh 1 x 1 x 1, Gamma-centred; self-consistency stop 5e-08 eV per atom in the density residual; occupations fixed; spin none; net charge 0.

Cell vectors (angstrom)
a, 10.938, 0, 0
b, 0, 10.938, 0
c, 0, 0, 32.164

Atoms and the computed forces on them: element, x, y, z (angstrom), force x, y, z (eV/angstrom)
Si, 0.2312, -0.337, 24.8188, 0.0659, -0.0457, -0.0345
Si, 5.5018, -0.3182, 24.6465, 0.0635, -0.1196, -0.0431
Si, 2.5814, 2.9243, 24.698, -0.0752, 0.077, -0.0536
Si, 7.9963, 3.1397, 24.5299, -0.1874, -0.0347, -0.0492
Si, 0.1876, 5.0545, 24.6591, 0.0145, -0.2143, -0.1077
Si, 5.6583, 5.3386, 24.7792, 0.1452, -0.0975, -0.0317
Si, 2.4392, 8.2756, 24.8802, -0.041, 0.1018, 0.0804
Si, 7.8661, 8.4547, 24.6122, -0.1524, 0.1478, -0.0912
Si, 1.3974, 1.3361, 26.0063, 0.0074, -0.0573, 0.053
Si, 6.805, 1.3725, 25.7664, 0.0097, 0.0757, -0.0019
Si, 4.0834, 4.1225, 26.0389, 0.0159, 0.0191, -0.0049
Si, 9.5507, 4.029, 26.0605, 0.0454, 0.0412, 0.0963
Si, 1.2058, 6.7204, 26.0404, 0.0391, 0.1358, 0.1185
Si, 6.8659, 6.8656, 26.0502, -0.0069, -0.0679, 0.0893
Si, 4.0759, 9.4735, 26.1104, 0.0374, -0.0381, 0.0067
Si, 9.4701, 9.5423, 26.0053, 0.0436, 0.0024, 0.0494
Si, 2.755, -0.0025, 27.413, -0.0202, -0.0133, -0.1229
Si, 8.1528, 0.0634, 27.3137, 0.0051, -0.0209, 0.0034
Si, 0.0178, 2.6808, 27.3957, -0.0404, 0.0211, -0.0579
Si, 5.4919, 2.7136, 27.3199, -0.0206, -0.0476, -0.0212
Si, 2.7114, 5.4805, 27.3956, -0.0481, -0.0189, -0.0447
Si, 8.2368, 5.4782, 27.399, -0.0092, 0.0046, -0.0813
Si, -0.0731, 8.1928, 27.3898, -0.003, -0.055, -0.0771
Si, 5.4861, 8.1644, 27.4406, -0.0094, 0.0789, -0.0962
Si, 4.1018, 1.3673, 28.7458, 0.3294, 0.1012, 0.0002
Si, 9.5708, 1.3673, 28.7458, -0.1944, -0.174, -0.0161
Si, 1.3673, 4.1018, 28.7458, -0.0301, -0.1195, 0.086
Si, 6.8362, 4.1018, 28.7458, 0.0334, -0.0857, -0.2457
Si, 4.1018, 6.8362, 28.7458, -0.165, -0.1554, 0.3297
Si, 9.5708, 6.8362, 28.7458, -0.0801, -0.0285, 0.5356
Si, 1.3673, 9.5708, 28.7458, -0.1777, -0.0974, -0.0971
Si, 6.8362, 9.5708, 28.7458, 0.065, 0.3327, -0.0601
Si, 0, 0, 30.113, -0.1188, -0.106, -0.0099
Si, 5.469, 0, 30.113, 0.0073, 0.0097, 0.0019
Si, 2.7345, 2.7345, 30.113, 0.0113, 0.0452, -0.0246
Si, 8.2035, 2.7345, 30.113, 0.0195, 0.0085, -0.0164
Si, 0, 5.469, 30.113, -0.0143, 0.0029, 0.0069
Si, 5.469, 5.469, 30.113, -0.124, -0.0809, -0.0097
Si, 2.7345, 8.2035, 30.113, -0.0016, -0.0441, -0.0012
Si, 8.2035, 8.2035, 30.113, 0.0585, 0.0131, 0.0011
Si, 1.3673, 1.3673, 31.4803, 0.0344, -0.0006, -0.0327
Si, 6.8362, 1.3673, 31.4803, 0.0046, -0.0009, -0.0297
Si, 4.1018, 4.1018, 31.4803, 0.0179, -0.0217, 0.0026
Si, 9.5708, 4.1018, 31.4803, -0.002, 0.0065, -0.0222
Si, 1.3673, 6.8362, 31.4803, 0.0031, -0.0227, -0.0194
Si, 6.8362, 6.8362, 31.4803, -0.0244, 0.0443, -0.0331
Si, 4.1018, 9.5708, 31.4803, -0.0075, 0.0454, -0.0232
Si, 9.5708, 9.5708, 31.4803, 0.0249, -0.0209, 0.0088
Si, 2.7345, 0, 0.6835, 0.0083, -0.0325, 0.0299
Si, 8.2035, 0, 0.6835, -0.0463, 0.0444, 0.0002
Si, 0, 2.7345, 0.6835, -0.0105, 0.0064, 0.028
Si, 5.469, 2.7345, 0.6835, 0.0201, -0.0374, 0.0087
Si, 2.7345, 5.469, 0.6835, -0.006, 0.0226, 0.0091
Si, 8.2035, 5.469, 0.6835, 0.0096, -0.0099, 0.0218
Si, 0, 8.2035, 0.6835, 0.0023, 0.0031, 0.0156
Si, 5.469, 8.2035, 0.6835, -0.0444, -0.0098, 0.0296
Si, 4.1018, 1.3673, 2.0507, 0.013, 0.091, -0.017
Si, 9.5708, 1.3673, 2.0507, 0.0141, -0.0403, 0.0231
Si, 1.3673, 4.1018, 2.0507, 0.0947, 0.0265, 0.0193
Si, 6.8362, 4.1018, 2.0507, -0.0239, 0.0116, 0.0007
Si, 4.1018, 6.8362, 2.0507, 0.0163, -0.0448, 0.0231
Si, 9.5708, 6.8362, 2.0507, 0.0233, 0.035, 0.0177
Si, 1.3673, 9.5708, 2.0507, -0.0479, -0.0061, 0.0035
Si, 6.8362, 9.5708, 2.0507, 0.1007, 0.0652, 0.0054
Si, 0, 0, 3.418, -0.1816, -0.3384, -0.0889
Si, 5.469, 0, 3.418, 0.0236, -0.0435, 0.0455
Si, 2.7345, 2.7345, 3.418, 0.2718, 0.1094, -0.4397
Si, 8.2035, 2.7345, 3.418, 0.0325, 0.1656, -0.0216
Si, 0, 5.469, 3.418, 0.0728, 0.235, 0.1688
Si, 5.469, 5.469, 3.418, 0.0593, 0.1143, -0.1397
Si, 2.7345, 8.2035, 3.418, -0.2314, -0.0886, 0.1985
Si, 8.2035, 8.2035, 3.418, 0.1189, 0.205, 0.0166
Si, 1.3858, 1.363, 4.6998, 0.0004, -0.0108, 0.1174
Si, 6.8529, 1.3712, 4.7759, 0.0109, 0.033, 0.0178
Si, 4.1001, 4.1188, 4.7615, -0.026, 0.0018, 0.0891
Si, 9.5601, 4.1409, 4.7848, 0.0452, 0.0008, 0.0385
Si, 1.3418, 6.861, 4.86, 0.0126, -0.0018, 0.0011
Si, 6.8255, 6.8743, 4.7677, 0.0259, -0.036, 0.0666
Si, 4.0983, 9.5622, 4.7792, -0.0321, -0.0024, 0.0788
Si, 9.5892, 9.547, 4.8435, 0.0847, 0.0336, -0.0134
Si, 2.7438, 0.0307, 6.0955, -0.0373, 0.0385, -0.0503
Si, 8.2325, 0.0593, 6.1658, -0.0172, -0.037, 0.0008
Si, 0.0649, 2.7638, 6.0356, 0.0572, -0.019, -0.0851
Si, 5.5455, 2.801, 6.1094, -0.0319, 0.0276, -0.0064
Si, 2.7377, 5.4773, 6.1803, 0.0802, -0.0378, -0.0025
Si, 8.2776, 5.6023, 6.1543, -0.0598, 0.0545, -0.0553
Si, 0.0339, 8.2219, 6.3621, -0.0868, 0.0034, 0.0662
Si, 5.4402, 8.2112, 6.1766, 0.0316, 0.0223, -0.0726
Si, 3.9219, 1.6415, 7.3187, -0.1829, 0.0877, -0.0107
Si, 9.9085, 1.2298, 7.3727, 0.13, -0.0627, 0.0534
Si, 1.62, 3.8227, 7.4454, 0.0755, -0.0691, -0.0512
Si, 6.7113, 4.4302, 7.3833, -0.066, 0.1594, -0.0083
Si, 4.3592, 6.5645, 7.5056, 0.0914, -0.1309, -0.0203
Si, 9.2532, 7.1652, 7.7205, -0.0014, 0.1156, -0.0842
Si, 1.2091, 9.9283, 7.5605, -0.0493, 0.0664, -0.0468
Si, 6.997, 9.4448, 7.4281, 0.0677, -0.1458, 0.0638
O, 5.5312, 5.4634, 7.8993, -0.0538, -0.0315, -0.0221
O, 0.0244, 0.0853, 7.9392, -0.0266, 0.0096, -0.0248
O, 2.7877, 2.7245, 7.8306, 0.063, -0.0356, -0.0247
O, 8.1194, 8.3422, 7.9016, 0.02, 0.0618, -0.0596
O, 1.3896, 9.4724, 24.4515, 0.0447, -0.0378, 0.043
O, 6.7609, 4.2098, 24.3029, -0.0585, -0.0406, 0.071
O, 6.6793, 9.54, 24.1596, -0.0402, 0.0542, 0.0423
O, 1.4292, 4.0285, 24.2723, 0.0104, -0.0315, 0.0358
O, 6.3203, 10.0186, 8.8222, -0.0303, 0.0714, -0.0058
O, 0.9763, 4.2288, 8.9105, -0.0088, -0.0001, 0.0129
O, 1.9429, 9.5381, 8.9831, 0.0008, 0.0005, 0.0086
O, 7.5586, 4.044, 8.7481, 0.0122, -0.0467, -0.0148
O, 9.4926, 6.7228, 9.3186, -0.0077, -0.0168, 0.0619
O, 4.5083, 0.991, 8.6982, 0.0979, -0.0103, -0.0403
O, 3.7421, 7.0371, 8.9513, -0.0036, 0.0051, 0.0146
O, 9.5356, 2.1547, 8.6844, -0.0384, 0.0015, -0.0329
O, 4.5468, 0.0681, 23.3465, -0.0334, 0.0335, 0.0087
O, 8.7367, 3.1733, 23.0198, 0.0549, 0.0583, -0.0231
O, 10.4114, 5.2917, 23.1823, -0.0073, 0.0159, 0.0344
O, 5.1891, 6.1082, 23.4007, -0.0222, 0.0208, -0.0103
O, 8.4561, 7.8388, 23.209, 0.0177, -0.0264, 0.0139
O, 3.2965, 2.3871, 23.3061, 0.0143, -0.0411, 0.0017
O, 2.9067, 7.4725, 23.5356, 0.0268, -0.0281, -0.0705
O, 10.5976, 0.1058, 23.3365, 0.0009, 0.0087, -0.0088
Si, -0.4185, 9.1129, 12.4013, -0.0162, -0.0237, 0.0239
Si, 9.1174, 2.6653, 14.7678, 0.0171, 0.0299, -0.0212
Si, 4.1261, 12.0636, 14.3188, -0.0043, -0.0081, -0.0109
Si, 0.0051, 11.5811, 13.6743, 0.0019, -0.0105, -0.0003
Si, 10.3574, 4.8707, 16.5967, 0.0065, -0.011, 0.0287
Si, 2.1968, 4.8085, 14.9194, -0.0076, -0.0162, -0.0151
Si, 11.0361, 3.8216, 19.4921, 0.0337, -0.0053, -0.0291
Si, 3.4976, 0.9884, 22.475, -0.0005, -0.0062, -0.0353
Si, 2.0812, 9.4759, 10.6074, 0.0021, -0.007, 0.0559
Si, 0.1935, -2.9626, 20.5883, -0.0065, 0.0149, -0.0358
B, 7.3708, 2.2485, 19.1599, -0.0036, -0.0237, -0.0262
Si, 8.1971, 2.7058, 9.416, 0.0195, 0.0213, 0.0764
Si, 4.6506, -0.4393, 11.8074, 0.0219, -0.0085, 0.0289
Si, 8.7441, 6.9567, 10.7823, 0.0006, -0.0123, 0.0607
Si, 1.3647, 4.2826, 10.4926, 0.0055, 0.018, 0.0708
Si, 5.1267, 11.4421, 19.9088, -0.0103, -0.0088, -0.0071
Si, 11.4367, -0.1515, 21.9495, 0.0058, -0.0239, -0.0499
Si, 3.4092, 6.7425, 10.5266, 0.0007, -0.0061, 0.0716
Si, 9.3727, 4.4678, 22.1962, -0.0105, -0.0013, -0.0491
Si, 3.5244, 7.4771, 15.4162, 0.0087, -0.018, 0.0198
Si, 4.8206, 3.3649, 15.9648, -0.0131, -0.0017, 0.0037
Si, 9.3688, 4.1126, 11.8669, -0.0043, 0.015, 0.049
Si, -0.8444, 1.0545, 19.3549, 0.0117, 0.0142, -0.0167
Si, 15.6794, 0.7962, 17.0641, -0.002, -0.0128, 0.0173
Si, 6.536, 4.7482, 17.8549, -0.0108, 0.0051, 0.0159
Si, 0.9459, -1.7643, 14.966, -0.0231, -0.001, -0.0098
Si, 12.8031, 2.6435, 12.6707, -0.009, 0.0242, 0.0105
Si, 2.2007, 5.6987, 20.4865, 0.0104, -0.0053, -0.0597
Si, 15.2396, 6.6347, 18.4312, -0.0217, 0.0147, 0.0166
Si, 6.4728, -2.6161, 14.5709, 0.0066, -0.0295, -0.0142
Si, 5.6053, 8.426, 20.4962, 0.0047, -0.0136, -0.0306
Si, 8.3403, 7.0764, 16.8772, -0.0077, 0.0006, -0.0101
Si, 5.9872, 7.5926, 11.6765, 0.0146, -0.0057, 0.039
Si, 7.4473, 0.1892, 15.5454, 0.0036, -0.0115, 0.0049
Si, 8.309, 7.212, 21.7011, -0.0022, 0.0037, -0.0631
Si, 3.9772, 6.7677, 22.5502, -0.0054, -0.0096, -0.048
Si, 5.8905, 0.5412, 9.4112, -0.0493, -0.0242, 0.1
Si, 9.7159, -1.2284, 17.216, 0.0149, -0.0067, 0.011
O, 9.5512, 7.6967, 20.783, 0.0218, -0.0046, 0.0281
O, 6.0644, 15.312, 16.3058, -0.003, -0.0083, -0.0193
O, 11.5614, -1.7143, 21.5317, -0.0084, 0.0204, 0.0296
O, 7.2917, 14.4442, 18.5917, -0.0071, 0.0138, 0.0019
O, 5.7487, 10.0451, 20.4781, -0.0041, 0.0115, 0.0243
O, 8.7837, -0.2601, 16.312, 0.0012, -0.0018, -0.0039
O, 7.1039, 1.5537, 9.156, -0.0075, -0.0016, -0.0416
O, 1.0152, -4.2903, 21.0562, -0.0142, 0.0204, 0.0316
O, 6.7005, -3.3909, 13.1461, -0.0015, 0.0028, 0.0101
O, 12.5361, 4.2723, 19.9873, -0.0123, -0.0028, 0.0224
O, 0.5079, -2.6875, 19.0077, 0.0612, -0.0334, -0.0212
O, 0.6273, 9.675, 11.2855, 0.0105, 0.0176, -0.0275
O, -1.4597, 8.1319, 11.6535, 0.0168, 0.0233, -0.0192
O, 1.7326, 4.0121, 13.5734, 0.014, 0.0036, 0.0043
O, 5.2661, 9.0327, 11.5512, -0.0023, -0.002, -0.0284
O, 3.3069, 5.5512, 21.6758, -0.006, 0.0035, 0.0338
O, 7.1785, 7.3876, 10.578, -0.0174, 0.005, -0.0321
O, 4.342, 0.1366, 18.4996, 0.0023, 0.0095, -0.013
O, -0.6982, 10.6736, 18.4207, -0.0067, -0.0205, -0.0188
O, 2.0263, 0.3655, 22.1912, -0.0125, -0.0081, 0.0362
O, -1.0741, 10.5113, 13.0191, 0.0157, 0.0045, -0.01
O, 4.742, -0.04, 13.3767, -0.0028, 0.0164, 0.0059
O, 7.327, 7.5123, 15.6836, -0.0004, -0.0001, 0.0009
O, 3.7601, 0.4495, 15.7826, 0.0042, 0.006, 0.0098
O, -2.2159, -5.3432, 11.6825, -0.0017, -0.0171, -0.0356
O, 4.67, 13.3514, 17.2872, 0.001, 0.0088, -0.0121
O, 2.2184, 3.0266, 11.1222, -0.0005, -0.0177, -0.007
O, 2.6233, 8.0343, 11.1006, -0.0007, 0.0031, -0.0377
O, 9.1684, 3.5864, 13.4046, -0.0049, -0.0144, 0.0008
O, 5.1383, -3.0286, 19.0157, -0.0091, -0.0095, 0.0013
O, 9.6453, 6.3028, 16.2732, -0.0023, 0.0019, -0.0064
O, 5.1738, 5.2617, 18.6229, 0.0204, -0.0137, 0.0022
O, 9.3678, 3.6744, 16.037, -0.0012, -0.006, 0.003
O, -0.5784, 1.616, 14.8266, -0.006, -0.0105, 0.0048
O, 6.9868, -11.9862, 14.5489, 0.0018, 0.0133, -0.0007
O, 2.3651, 8.6032, 15.4764, -0.001, 0.0074, -0.0016
O, 6.2678, 11.3008, 16.6658, 0.0053, -0.0059, -0.0006
O, 10.9149, 4.3178, 11.3615, 0.0052, -0.0139, -0.0254
O, 14.8502, -4.0178, 16.891, 0.0002, 0.0048, -0.0181
O, 5.6241, 0.5821, 11.0072, 0.0104, -0.0092, -0.0747
O, 6.9987, 7.7492, 20.9287, -0.0031, -0.0047, 0.039
O, 7.7961, 1.6698, 14.871, -0.0071, -0.013, -0.0013
O, 10.0553, 14.8777, 20.8061, -0.0026, 0.0018, 0.0284
O, 1.1805, 10.6938, 14.3901, -0.0048, 0.0005, 0.0066
O, 2.3506, 5.544, 10.7201, -0.0022, -0.0133, -0.0364
O, 13.8121, 6.2537, 14.5299, 0.0021, 0.0007, -0.0057
O, 11.822, 4.917, 15.8785, 0.0076, 0.0048, -0.0049
O, 0.2925, 8.3456, 13.685, 0.0058, 0.0081, 0.002
O, 4.4762, 7.9669, 21.5748, 0.0125, 0.0175, 0.0207
O, 10.9198, 9.179, 16.2652, -0.0002, 0.0046, 0.0045
O, 0.5511, 12.6163, 12.543, 0.0012, -0.0128, -0.0058
O, 8.568, 3.0153, 10.9588, -0.0095, -0.006, -0.0348
O, 10.5572, 0.6525, 20.8561, -0.0043, 0.0022, 0.0151
O, 10.5505, 4.7393, 18.2238, -0.0115, -0.0017, -0.0083
O, 8.5677, 1.6042, 19.3048, -0.0096, 0.0053, 0.0133
O, 2.8734, 6.4666, 19.2031, 0.0103, 0.0044, -0.0012
O, 11.0918, -8.653, 18.9354, -0.0055, -0.0054, 0.0089
O, 6.247, 12.5656, 19.6157, 0.012, 0.0129, 0.0129
O, 14.3062, 4.0448, 15.7489, 0.0078, -0.0045, 0.0054
O, 8.2358, 5.5765, 21.7837, 0.0143, 0.0083, 0.0404
O, 4.7917, 6.4945, 11.3869, 0.0123, 0.0046, -0.0374
O, 4.8619, 8.1845, 14.8275, -0.0105, 0.0009, 0.0061
O, -2.1201, 8.416, 17.6914, 0.0044, 0.005, 0.0016
O, 5.1269, 13.3356, 14.665, 0.0034, 0.0094, -0.0057
O, 3.1337, -0.3571, 11.198, -0.0063, 0.0009, -0.0308
O, 7.5579, -4.9199, 17.8421, 0.0046, 0.0024, 0.0054
O, 4.1492, 1.2012, 21.0032, 0.0093, -0.0036, 0.0113
O, 13.8864, 1.7432, 13.4312, 0.0061, -0.0022, -0.0056
H, 1.3272, -3.1017, 18.6811, -0.0689, 0.0368, 0.0364

Results
free energy: -137045.407 eV
free energy less fixed offsets of B -154.04, H -15.97, O -568.88, Si -635.61 eV per atom: -2.307 eV

The program warned: the cutoff lies below the one the program advises for these potential files; the forces do not sum to zero within the program's tolerance; the exchange-correlation potential is rough where the density is thin.
